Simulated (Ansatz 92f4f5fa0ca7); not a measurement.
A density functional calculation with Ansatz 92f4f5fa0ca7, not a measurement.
Periodic cell of 220 atoms, Si132O88, from a study of silicon, its oxide and their interface. The atomic structure is a simulated model.

Settings
functional: r2SCAN
potential files: Ansatz PAW
basis: plane waves
wave-function cutoff: 800 eV
density cutoff ratio: 5
exchange-correlation grid ratio: 1
k mesh: 2 x 2 x 1, shifted by 0.5 0.5 0 of a step
self-consistency stop: 1e-10 eV per atom in the density residual
occupations: fixed
spin: none
net charge: 0

Cell vectors (angstrom)
a	10.88	0	0
b	0	10.88	0
c	0	0	32.0585

Atoms and the computed forces on them: element, x, y, z (angstrom), force x, y, z (eV/angstrom)
Si	0.1661	-0.9548	-0.3545	0.0002	-0.0034	-0.0776
Si	2.7423	2.4141	0.0172	0.0289	-0.0009	-0.0345
Si	1.0231	3.2129	-1.3184	-0.0013	0.0144	0.0106
Si	2.0788	7.6482	-0.0994	-0.0058	0.0346	-0.0204
Si	4.6579	0.0861	-0.249	0.0147	-0.0227	-0.0275
Si	8.4638	4.1444	0.5009	0.0332	-0.0153	-0.0451
Si	4.7907	6.2281	-0.6804	-0.004	0.0087	-0.0998
Si	7.9017	8.1044	-0.1795	-0.0047	0.0109	-0.0946
Si	1.5449	1.2156	1.5545	0.0244	-0.0298	-0.0363
Si	3.9374	3.9947	1.1866	0.0069	-0.0168	-0.0809
Si	0.9138	6.2187	1.2803	-0.0082	-0.0191	-0.0447
Si	3.8739	9.6417	1.5193	-0.0358	0.0412	-0.1011
Si	6.9037	1.5247	1.3544	-0.0113	0.0146	-0.0949
Si	10.7643	4.1409	0.6304	-0.0028	0.0196	-0.0892
Si	6.3372	6.9512	1.0582	-0.0188	0.0191	-0.0047
Si	9.3614	9.352	1.1336	0.0203	-0.0002	0.0119
Si	0.1206	2.7297	2.5446	-0.044	0.0147	0.03
Si	2.7311	0.001	3.0473	0.0091	0.0161	0.0025
Si	-0.1798	7.9537	2.524	-0.0019	0.0429	-0.0349
Si	2.6937	5.4098	2.5988	-0.0159	0.0174	-0.0045
Si	5.3504	2.7295	2.6329	-0.0048	0.0061	-0.0414
Si	8.2477	0.0283	2.5409	0.006	-0.0245	-0.0294
Si	5.3908	8.3242	2.6495	0.0248	-0.0457	-0.0291
Si	7.747	5.4718	2.3525	0.0125	-0.0395	0.0217
Si	1.438	4.0161	4.0049	-0.0151	-0.0168	-0.0185
Si	4.1394	1.4113	4.1614	0.0189	0.0147	-0.043
Si	1.2082	9.365	3.9677	0.0066	-0.0182	-0.0298
Si	4.0314	6.8524	3.9196	-0.0055	-0.0181	-0.0217
Si	6.686	4.1057	3.9434	0.0302	0.0246	-0.0144
Si	9.5332	1.4348	3.8881	0.003	0.0158	-0.0254
Si	6.8695	9.5843	3.9492	0.0037	0.0098	-0.0143
Si	9.3171	6.6625	3.8423	-0.0122	-0.0067	0.0085
Si	-0.0472	-0.0005	5.2618	-0.0079	-0.0053	-0.0062
Si	2.7318	2.7231	5.4522	-0.012	0.0286	-0.0021
Si	-0.054	5.3847	5.2321	0.0015	0.0194	-0.0087
Si	2.6536	8.1087	5.3276	-0.0053	-0.0048	0.0106
Si	5.5187	0.0011	5.3867	0.0253	-0.0087	-0.0064
Si	8.1291	2.7453	5.2604	0.0029	-0.0162	-0.0117
Si	5.3747	5.4785	5.3028	-0.0045	0.0028	0.0076
Si	8.1494	8.1358	5.2793	-0.0121	-0.0161	0.0052
Si	1.3401	1.287	6.6712	-0.0218	-0.0129	-0.011
Si	4.0889	4.114	6.7283	0.0033	0.0158	-0.0124
Si	1.3141	6.7382	6.6666	-0.0042	-0.0091	-0.0017
Si	4.0748	9.4862	6.6348	0.007	0.0008	-0.0179
Si	6.8547	1.3825	6.7146	0.0219	-0.0095	0.0022
Si	9.5221	4.0416	6.6408	-0.0011	0.0138	0.016
Si	6.7786	6.8141	6.6328	0.0006	0.0022	0.0022
Si	9.5112	9.5237	6.6516	0.0003	0.0164	0.001
Si	-0.0066	2.6657	8.015	-0.011	-0.0022	0.0131
Si	2.7222	-0.0574	8.0025	0.0031	-0.0063	0.0049
Si	0.0263	8.1842	8.0064	0.0039	0.0025	-0.0053
Si	2.7088	5.4204	8.073	-0.0059	0.0113	0.0043
Si	5.4778	2.7505	8.0461	0.0067	0.002	0.0099
Si	8.1916	-0.0063	8.0701	0.0022	0.0109	-0.0048
Si	5.4437	8.1525	8.0077	0.0098	-0.0154	0.0106
Si	8.1889	5.4714	7.9549	-0.0054	-0.0145	-0.0003
Si	1.3719	3.9963	9.3836	0.0132	-0.0044	0.0004
Si	4.0898	1.3127	9.3039	-0.0076	-0.0018	0.0139
Si	1.4221	9.4676	9.4249	0.0051	0.004	0.0195
Si	4.1211	6.7961	9.3828	-0.0012	0.0054	-0.0106
Si	6.8511	4.1593	9.3499	0.022	0.0154	-0.0104
Si	9.5523	1.3469	9.4489	0.0044	-0.0046	0.0136
Si	6.8196	9.4837	9.3832	-0.0079	-0.0103	0.0031
Si	9.5433	6.8247	9.3314	-0.0089	-0.0014	0.0283
Si	0.0721	-0.0371	10.7836	0.0182	-0.0021	0.0052
Si	2.7785	2.6246	10.7185	-0.0251	-0.0153	0.0024
Si	0.0329	5.4462	10.6498	-0.0051	0.0301	0.0031
Si	2.8008	8.0856	10.7956	-0.0085	-0.0132	0.0224
Si	5.41	-0.0491	10.6723	-0.0002	-0.0049	0.0183
Si	8.1869	2.8317	10.7139	-0.0285	0.0067	0.0195
Si	5.5407	5.5126	10.763	0.0082	0.0198	0.0099
Si	8.1955	8.1256	10.7596	-0.0125	-0.0459	-0.0094
Si	1.4516	1.2987	12.1596	0.0308	0.0024	0.0264
Si	4.2089	4.0208	11.9507	0.0371	-0.0245	0.0939
Si	1.5437	6.5346	12.0663	-0.0102	0.0321	-0.0103
Si	4.1884	9.4342	12.1408	0.0135	-0.0213	0.0383
Si	6.7054	1.45	11.8918	0.0087	-0.0357	0.0257
Si	9.5602	4.2321	12.0769	0.0017	0.0176	0.0575
Si	6.9186	6.8033	12.2574	0.005	0.0201	0.0158
Si	9.536	9.4999	12.1051	0.0324	-0.0381	0.0272
Si	0.0997	2.8716	13.2861	-0.0333	0.0311	0.0319
Si	2.759	-0.1929	13.4901	0.0087	-0.0175	0.0333
Si	0.5489	7.5719	13.848	0.0003	0.0713	-0.0235
Si	2.8191	5.0797	13.4428	0.073	0.0614	0.0946
Si	5.5616	2.8352	13.4	-0.0396	0.0169	-0.0228
Si	8.1678	0.2058	13.1051	-0.0258	0.0187	-0.0016
Si	5.7112	8.2959	13.618	-0.0074	0.0102	0.0405
Si	8.3351	5.519	13.6808	-0.0057	-0.0123	0.0578
Si	1.314	4.0119	14.9155	0.0123	-0.0084	-0.011
Si	4.1375	0.8063	15.0466	0.0229	0.0122	-0.0508
Si	1.9496	9.0268	14.9775	0.0269	0.0137	-0.0316
Si	4.4092	7.2164	15.2554	-0.0438	-0.0444	-0.0789
Si	7.2143	3.7866	14.7336	0.017	0.0219	-0.0127
Si	9.388	1.6726	14.3854	-0.0122	-0.0054	-0.0065
Si	6.8197	10.0975	14.6568	0.0112	-0.0134	-0.0121
Si	11.3123	6.0311	15.775	-0.0384	-0.0086	-0.0061
Si	6.5245	8.8494	18.8015	0.0116	-0.0114	-0.0647
Si	-2.6468	-1.5109	16.3347	0.0108	0.0143	-0.0433
Si	1.4341	6.6044	18.7762	-0.007	0.0072	-0.0652
Si	2.1356	1.7768	17.1381	-0.002	-0.007	-0.0553
Si	-0.4927	-4.9391	24.9032	0.0016	0.0122	-0.0578
Si	5.6267	5.0888	17.2016	0.0119	0.016	-0.078
Si	7.2489	-12.1703	24.3419	0.0046	-0.0019	-0.0445
Si	-0.0611	10.7757	16.5983	-0.0029	-0.0095	-0.0322
Si	7.8196	-4.6722	18.8446	-0.0058	-0.005	-0.0729
Si	3.895	7.8511	19.8883	0.0022	-0.0182	-0.0703
Si	5.8011	-2.2583	26.8699	0.0058	0.0088	-0.0573
Si	10.138	0.6232	27.0442	0.0056	-0.0138	-0.0581
Si	3.2386	5.133	20.4768	0.0059	0.0003	-0.0609
Si	10.0629	-0.7554	24.5389	0.0016	-0.0127	-0.0407
Si	5.3688	0.5897	22.7421	0.0176	0.0012	-0.0436
Si	-0.8549	6.0442	20.7726	0.0011	-0.0038	-0.0664
Si	-1.7732	6.4774	15.8707	-0.0084	-0.0041	-0.0369
Si	12.6663	10.6588	23.5787	-0.0037	-0.0071	-0.0581
Si	9.0256	7.6443	23.2616	0.0063	-0.0064	-0.0541
Si	4.2058	13.8759	18.8628	-0.0168	0.012	-0.0663
Si	4.9109	2.5496	25.0182	0.012	0.0051	-0.0602
Si	2.4774	4.0263	25.1652	-0.0164	0.0034	-0.048
Si	-7.1667	-0.5663	21.5353	-0.0064	-0.0209	-0.0544
Si	1.1648	5.0452	22.7259	0.0013	0.0097	-0.0664
Si	1.5039	6.5671	26.8477	-0.0047	0.0088	-0.0579
Si	2.8495	9.3022	26.0229	-0.0126	0.0012	-0.0408
Si	5.636	0.6554	19.9214	0.0083	0.0048	-0.0775
Si	11.4258	4.7583	28.9689	-0.0027	0.0246	-0.0633
Si	7.973	12.076	28.8527	0.0015	0.0064	-0.0403
Si	-0.1844	1.4027	29.7428	-0.0248	-0.0159	-0.0727
Si	3.0308	1.3581	25.7352	-0.0313	-0.0198	-0.0179
Si	20.7664	-7.3645	26.5196	-0.0036	0.0031	-0.0497
Si	-4.0059	14.287	27.2068	0.0062	-0.0003	-0.0343
Si	6.3048	9.8182	29.7554	-0.0043	0.0111	-0.0505
Si	6.2149	6.0341	28.5099	0.0055	-0.0026	-0.0504
Si	8.7049	5.8691	30.1795	0.0072	-0.0125	-0.0518
O	-0.3423	-0.0423	-1.585	0.0116	-0.013	0.0474
O	1.069	-0.0006	0.5639	0.0176	0.0146	0.0188
O	4.6248	4.6993	-0.1555	-0.0088	0.0051	0.048
O	-0.0128	6.6975	-5.8053	0.0114	-0.0035	0.0277
O	-0.7391	5.4512	-2.4187	0.0009	-0.0115	0.0266
O	-6.815	3.9386	-7.231	0.0054	-0.009	0.019
O	1.0964	8.6833	-0.923	-0.0155	0.0014	0.0022
O	3.3451	6.987	-0.8908	0.0131	-0.0266	0.0343
O	3.7644	1.3536	-0.7247	-0.0241	0.0162	0.0177
O	6.2735	2.8793	-6.248	0.0059	0.0018	0.0239
O	5.8034	-3.7921	-4.6981	-0.0003	-0.0068	0.0222
O	2.7411	8.5434	1.0716	0.0219	-0.0253	0.0087
O	7.7693	6.2268	-3.1401	0.008	-0.0015	0.024
O	7.9683	4.7386	-0.9606	-0.0045	0.0019	0.0282
O	9.0005	7.1223	-0.9005	-0.0101	0.0086	0.0484
O	7.8423	13.5133	0.5886	0.0005	-0.0289	0.0064
O	3.7577	5.9986	14.423	-0.0312	-0.003	0.0082
O	-5.3136	0.0758	15.3224	-0.0017	0.0156	0.023
O	6.6125	10.3673	19.3588	-0.0135	0.0191	0.0339
O	-0.5478	0.7636	15.3405	0.0027	-0.0026	0.0172
O	3.2573	8.3036	15.6849	-0.0194	-0.018	0.0135
O	2.4435	7.8273	19.1474	0.014	0.0035	0.0223
O	1.1627	17.4111	17.183	0.0227	0.0157	0.0386
O	6.4592	5.3919	18.5567	0.013	0.0081	0.0358
O	8.3255	2.6448	15.196	0.0012	0.0059	0.0068
O	6.5435	4.3433	16.1066	-0.0213	0.0022	0.0411
O	8.5223	-4.6478	17.3754	-0.0244	0.0053	0.0643
O	11.8378	-1.2762	16.1462	-0.014	0.0075	0.0156
O	3.2788	11.7451	16.4217	-0.0149	0.0173	0.0416
O	5.4702	12.8443	18.9754	0.0039	-0.0213	0.0328
O	15.3553	13.1911	14.5403	-0.0214	-0.0312	0.0617
O	8.9369	8.0817	15.6468	-0.0037	-0.0217	0.0179
O	-0.6193	8.6224	13.2916	0.0516	-0.051	0.1192
O	5.0594	6.4839	16.5678	0.0048	-0.0269	0.0395
O	4.4688	4.0681	17.6709	-0.0071	-0.0164	0.036
O	-3.8525	-1.9889	17.2857	-0.0179	-0.0106	0.0499
O	-1.4505	10.1406	17.1803	-0.006	-0.0073	0.0246
O	0.8101	11.7863	17.5243	0.008	0.0026	0.0188
O	2.7919	2.2994	18.5063	0.0212	0.0068	0.0388
O	1.7624	2.993	16.1266	-0.0051	-0.011	0.0315
O	3.9115	-2.1591	21.253	-0.0142	0.0234	0.0433
O	9.9951	1.9573	26.1322	-0.0041	0.0019	0.0228
O	10.1316	-2.2513	23.9408	0.0009	0.0161	0.0198
O	2.146	5.2293	19.2686	0.0052	-0.0029	0.0296
O	4.4286	8.9779	26.1012	0.0043	-0.0036	0.0238
O	10.8385	-5.9902	21.6115	0.0079	-0.0004	0.0367
O	4.9818	-2.4688	18.8465	-0.0084	0.0052	0.0368
O	4.293	6.3396	20.298	-0.0045	0.0059	0.0254
O	2.502	5.3821	21.8892	-0.0106	-0.009	0.0375
O	-1.9217	-4.4711	24.3125	-0.0009	-0.0054	0.0225
O	0.0863	-4.1075	19.6625	-0.0006	-0.0053	0.0285
O	8.6793	0.3074	27.6858	-0.0071	0.0083	0.0273
O	8.5216	10.6003	24.4483	0.0015	0.0075	0.02
O	-0.623	4.3643	25.2087	-0.0077	-0.0113	0.0265
O	7.4653	-3.1923	19.4583	0.0046	-0.0013	0.024
O	11.4957	-4.68	23.7277	-0.0061	0.001	0.0308
O	8.7639	-5.4225	19.9293	0.0011	-0.0034	0.0276
O	5.265	1.9911	23.5398	-0.0017	0.0018	0.0406
O	4.0024	3.7221	20.3072	-0.0018	0.0071	0.0302
O	6.9623	-1.9528	25.7868	-0.0145	-0.0083	0.0291
O	2.1486	8.0596	26.8118	-0.0069	-0.008	0.0183
O	9.4605	-3.7109	21.7926	-0.0058	0.02	0.0485
O	4.0889	0.138	20.1034	-0.0006	-0.008	0.0341
O	13.1309	5.4407	25.9286	0.0043	0.0086	0.0185
O	16.9161	-1.3766	28.2019	0.006	0.0067	0.0367
O	11.1885	11.8307	28.2364	-0.0013	0.0128	0.0465
O	12.3596	5.9658	28.3655	-0.0038	-0.0195	0.0418
O	-3.267	8.4274	23.2584	-0.0026	0.0087	0.0238
O	19.2693	3.9064	26.9813	-0.0026	-0.0012	0.0156
O	2.5952	1.0283	24.1868	-0.0008	0.0135	0.0437
O	1.6341	3.8859	23.7653	0.0052	-0.0059	0.0343
O	6.0035	-0.4589	23.8015	-0.0009	0.0075	0.0139
O	2.7168	-0.0204	26.5842	0.0182	0.0043	0.0041
O	4.8788	-0.8003	30.4651	-0.0044	0.0018	0.0256
O	5.9822	-6.2962	27.8427	-0.0043	0.0092	0.0192
O	5.3492	6.1949	29.8574	-0.0127	0.0047	0.0476
O	0.2072	0.0958	23.6382	-0.0006	-0.0045	0.0191
O	2.249	-1.5086	24.4987	0.0079	-0.0029	0.0276
O	2.1777	10.4817	22.0246	-0.007	0.0159	0.0473
O	2.1485	2.7099	26.1097	0.0047	0.0001	0.0167
O	-4.643	11.8544	21.4014	-0.0112	-0.0002	0.0491
O	7.2399	0.2352	29.8823	-0.0098	-0.0042	0.0144
O	17.9561	8.6803	30.5857	0.015	-0.0111	0.0428
O	6.8626	13.0657	28.2559	0.0103	-0.008	0.0208
O	9.1725	12.8957	29.584	0.0226	-0.0007	0.0263
O	-0.3219	10.2659	26.0881	-0.0059	0.015	0.0252
O	6.1086	0.6305	32.3077	-0.0065	0.0095	0.0291
O	10.9167	3.876	27.708	0.0086	0.0012	0.0351

Results
free energy: -134614.731 eV
free energy less fixed offsets of O -570.45, Si -639.56 eV per atom: 6.789 eV

The program warned: the cutoff lies below the one the program advises for these potential files; the forces do not sum to zero within the program's tolerance; empty levels may hold ghost states of the PAW files; the exchange-correlation potential is rough where the density is thin.
